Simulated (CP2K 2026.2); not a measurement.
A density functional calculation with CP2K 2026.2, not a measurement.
Periodic cell of 1152 atoms, Si864O288, from a study of silicon, its oxide and their interface. The atomic structure is a simulated model.
Doubt: the forces sum to 2.62 eV/angstrom along one axis rather than to zero, so they err by at least 0.0023 eV/angstrom per atom on average; the grid cutoff is modest.

Settings
functional: PBE
method: Gaussian and plane waves
basis set: DZVP-MOLOPT-SR-GTH
pseudopotentials: GTH-PBE
grid cutoff: 350 Ry, relative cutoff 50 Ry
k points: Gamma only
occupations: fixed
spin: none
net charge: 0

Cell vectors (angstrom)
a	32.64	0	0
b	0	16.32	0
c	-1.3109	1.0839	38.9154

Atoms and the computed forces on them: element, x, y, z (angstrom), force x, y, z (eV/angstrom)
Si	1.4539	14.6977	0.2019	-0.0645	0.1659	0.7066
Si	4.288	0.9854	0.0453	-0.0629	0.18	0.7781
Si	1.1868	4.4299	0.3239	-0.0732	-0.0681	0.6232
Si	3.7451	7.1054	0.2641	0.1571	-0.045	0.7003
Si	1.5829	9.3622	0.1118	-0.1891	0.1782	0.743
Si	3.7577	12.6042	0.133	0.0903	-0.1362	0.7413
Si	6.6265	15.214	0.0071	0.1072	-0.1956	0.7348
Si	9.2908	1.628	0.0544	0.1422	-0.1971	0.6861
Si	5.6541	4.8763	38.8892	-0.2911	0.2139	0.7195
Si	7.7907	7.9876	38.8948	0.2724	-0.0797	0.6561
Si	7.1059	9.3378	0.03	-0.235	0.0503	0.6913
Si	9.6759	11.9402	0.2767	-0.0049	0.1683	0.7531
Si	12.4703	14.6201	0.0744	-0.1197	0.0929	0.6932
Si	13.2076	2.632	38.8929	0.2444	-0.0871	0.7379
Si	12.3558	3.8349	0.0893	-0.0667	0.2176	0.6947
Si	13.9641	7.673	38.8366	-0.2203	0.061	0.7324
Si	10.5774	10.8549	38.8849	0.1612	-0.3033	0.7629
Si	14.6396	12.3519	0.0201	0.2108	-0.0638	0.7273
Si	17.8988	14.6949	0.0695	-0.1135	0.0855	0.7312
Si	20.6026	1.0034	0.1317	-0.0451	0.2107	0.7147
Si	16.0383	5.3278	38.8835	0.2042	-0.1066	0.741
Si	18.8398	8.1885	38.7213	0.1552	-0.1765	0.6691
Si	16.6438	10.4462	38.7939	-0.1655	0.0691	0.7617
Si	18.7694	13.5183	38.8963	0.2649	-0.0495	0.7154
Si	22.9433	15.31	0.1566	0.0143	-0.2039	0.76
Si	25.6837	1.7169	0.018	0.1207	-0.1697	0.73
Si	23.4429	3.8889	0.0562	-0.1749	0.082	0.671
Si	24.3309	8.2252	38.8846	0.1809	-0.292	0.7477
Si	22.1344	10.5156	38.8938	-0.2615	0.1493	0.7215
Si	26.2285	12.0491	0.1816	-0.2025	0.0317	0.7547
Si	28.8588	14.5384	0.18	-0.1143	0.3454	0.6788
Si	31.1391	1.664	0.0423	0.1089	-0.2631	0.6813
Si	28.8989	3.8775	0.0694	-0.1473	0.1374	0.7161
Si	31.606	6.5609	0.0999	-0.0988	0.1453	0.7282
Si	28.3612	9.7964	0.1896	0.1143	-0.1121	0.759
Si	31.1674	12.3584	0.1474	0.2209	-0.246	0.6852
Si	2.7026	16.2693	1.4127	-0.0018	-0.0255	-0.0376
Si	5.379	2.6703	1.3027	-0.0026	-0.0043	-0.0593
Si	2.6745	5.5769	1.6481	0.0106	0.0138	-0.0403
Si	5.4434	8.2572	1.3632	0.0273	0.0071	-0.0428
Si	2.7143	10.939	1.4248	-0.0013	-0.0023	-0.0461
Si	5.4511	13.6511	1.3563	0.0064	0.0194	-0.0553
Si	8.1578	16.3517	1.3605	-0.0146	0.0101	-0.0574
Si	10.8396	2.7024	1.4384	-0.001	0.012	-0.0392
Si	8.0048	5.4028	1.3637	-0.0041	-0.0272	-0.0146
Si	10.791	8.0806	1.213	-0.0163	0.0004	-0.0564
Si	8.1599	10.769	1.5426	-0.0128	-0.0068	-0.0494
Si	10.8822	13.5575	1.4293	0.0264	-0.0158	-0.0597
Si	13.5328	16.2673	1.3643	-0.0159	-0.0139	-0.0504
Si	16.2028	2.6639	1.2593	-0.0075	-0.0013	-0.0555
Si	13.6117	5.4635	1.2233	0.0337	0.0049	-0.0708
Si	16.3913	8.1727	1.2359	0.0085	0.0166	-0.0674
Si	13.5015	10.8174	1.3468	-0.0165	0.022	-0.0562
Si	16.275	13.5224	1.2899	-0.0224	0.0009	-0.0384
Si	19.0388	16.2172	1.4465	0.007	-0.0205	-0.0524
Si	21.7947	2.7027	1.2857	-0.01	0.0264	-0.0568
Si	19.017	5.4702	1.1583	0.0274	-0.0261	-0.0385
Si	21.7528	8.2371	1.1615	0.0076	0.0074	-0.0353
Si	19.0243	10.8658	1.3484	-0.0012	-0.024	-0.0731
Si	21.7652	13.577	1.2451	-0.0321	0.0162	-0.0512
Si	24.5319	0.1442	1.4032	0.0148	0.0053	-0.0524
Si	27.2661	2.7833	1.3776	-0.0066	-0.0065	-0.0579
Si	24.5807	5.4864	1.314	0.0052	0.0243	-0.028
Si	27.1904	8.1906	1.3981	-0.0008	-0.0065	-0.0742
Si	24.5652	10.9124	1.3932	0.0072	0	-0.0552
Si	27.2826	13.5742	1.5641	-0.0153	-0.0057	-0.0308
Si	29.9721	16.3145	1.3002	-0.0026	0.0137	-0.0525
Si	-0.0029	2.7742	1.459	-0.0069	0.0078	-0.0287
Si	29.998	5.4521	1.4018	0.0052	-0.0121	-0.067
Si	0.0338	8.1791	1.4307	0.0113	-0.0094	-0.0748
Si	29.9649	10.8691	1.4902	-0.0167	0.0068	-0.0525
Si	-0.0069	13.5272	1.5453	-0.0063	-0.0061	-0.0468
Si	1.3805	1.3743	2.7426	-0.0149	-0.0039	0.0051
Si	4.0826	4.0611	2.7359	0.03	-0.0073	0.0088
Si	1.3227	6.9136	2.9433	-0.0326	0.0119	0.0474
Si	4.1122	9.5999	2.7677	-0.0109	0.0127	0.0217
Si	1.3495	12.184	2.8639	0.0138	-0.0057	0.019
Si	4.0842	14.9469	2.7923	0.0063	-0.0036	0.0399
Si	6.7772	1.3798	2.7319	-0.0206	-0.0019	0.0304
Si	9.4698	4.1151	2.7221	-0.0094	0.0058	-0.0017
Si	6.7104	6.797	2.7363	-0.0059	0.0045	0.0133
Si	9.5409	9.3817	2.7848	0.0353	-0.0083	0.0219
Si	6.7659	12.2375	2.7281	-0.0155	0.0201	0.0051
Si	9.5026	14.9603	2.7093	-0.0019	0.0072	0.0013
Si	12.1766	1.2923	2.7502	0.0201	0.0073	0.0137
Si	14.9158	4.0724	2.6546	0.0185	0.0145	0.0305
Si	12.2199	6.793	2.588	-0.0018	-0.0158	0.0208
Si	14.9576	9.4735	2.6106	0.0228	0.0094	0.0054
Si	12.2224	12.1851	2.7829	-0.0029	-0.0149	0.0367
Si	14.9786	14.945	2.6767	-0.0116	-0.0163	0.0211
Si	17.6357	1.3572	2.637	-0.0118	0.013	-0.0024
Si	20.391	4.1121	2.5561	-0.0018	0.0111	0.0185
Si	17.7173	6.8019	2.6308	-0.0248	-0.0144	0.0262
Si	20.4506	9.5366	2.6515	0.0069	-0.0035	0.0171
Si	17.6183	12.1848	2.6927	0.0124	0.02	0.0175
Si	20.4305	14.8708	2.7474	0.0316	-0.0094	0.0385
Si	23.1413	1.4411	2.7691	-0.0117	-0.0291	0.0218
Si	25.9201	4.1615	2.7314	-0.0108	-0.0099	0.0129
Si	23.0982	6.835	2.5865	-0.01	0.0042	-0.0002
Si	25.8525	9.5286	2.7932	0.0212	0.013	0.0328
Si	23.1314	12.2671	2.6585	-0.0127	0.0142	0.0139
Si	25.8479	15.0144	2.7302	-0.0171	0.0123	0.0072
Si	28.5743	1.3261	2.6985	0.0177	-0.0001	0.0049
Si	31.279	4.0986	2.8375	0.0021	0.0105	0.0459
Si	28.5849	6.8149	2.7086	0.0008	-0.0005	0.0029
Si	31.2959	9.4881	2.7986	0.0075	-0.0042	0.0297
Si	28.6427	12.2332	2.8926	0.0132	-0.0266	0.0433
Si	31.2959	15.0079	2.7746	-0.0033	0.0009	0.0155
Si	0.0266	16.3452	4.1228	-0.0047	-0.0123	0.0059
Si	2.7258	2.7254	4.112	0.0005	-0.0017	0.0141
Si	-0.0208	5.4655	4.2043	-0.009	-0.002	-0.0101
Si	2.7532	8.2568	4.1836	0.0118	0.0033	-0.0045
Si	-0.0115	10.844	4.1917	0.0041	0.0043	-0.008
Si	2.7281	13.5845	4.156	0.0264	0.0075	-0.0139
Si	5.438	16.3345	4.1182	-0.0016	0.0146	-0.0112
Si	8.1376	2.7377	4.0919	-0.0176	-0.0065	-0.0093
Si	5.4095	5.4258	4.1166	-0.0019	0.0168	0.0149
Si	8.1346	8.0835	4.1173	-0.0104	0.0085	-0.0039
Si	5.4425	10.9213	4.1493	0.0008	-0.0154	0.0129
Si	8.1472	13.5943	4.0674	0.0013	-0.0024	0.0081
Si	10.8374	16.2849	4.1167	0.0006	0.0076	0.0177
Si	13.5711	2.7042	4.0374	0.0041	0.0105	-0.0113
Si	10.8812	5.4583	4.0301	-0.0054	0.0114	-0.0058
Si	13.5884	8.1301	3.9848	-0.0161	-0.0079	-0.003
Si	10.8672	10.814	4.1153	-0.0028	0.0041	-0.0089
Si	13.6146	13.5843	4.0641	-0.0129	0.0106	-0.0156
Si	16.32	16.3144	4.04	0.0011	-0.0114	0.001
Si	19.0308	2.7452	3.9536	0.0119	0.0039	0.0059
Si	16.3251	5.4345	3.9897	-0.0228	-0.0028	-0.0273
Si	19.0696	8.1617	4.003	0.0021	0.0001	-0.0062
Si	16.2762	10.8285	4.0384	-0.0047	0.0035	0.0039
Si	19.0159	13.5384	4.0598	0.0258	-0.0079	-0.0047
Si	21.7792	16.3148	4.0619	0.0017	-0.016	-0.0319
Si	24.5188	2.7994	4.0833	-0.0023	0.0121	-0.0031
Si	21.7495	5.4583	3.9648	-0.002	-0.0033	-0.0051
Si	24.4416	8.1507	4.0532	-0.0009	-0.0087	-0.0208
Si	21.7859	10.8934	4.0337	-0.0065	-0.0099	0.0001
Si	24.4706	13.6296	4.0495	0.0087	-0.0134	0.0093
Si	27.2132	16.3382	4.1027	0.0281	0.0137	0.0031
Si	29.9004	2.6993	4.1135	0.0026	-0.0016	-0.0184
Si	27.2469	5.4803	4.1142	-0.0054	-0.0041	0.0126
Si	29.9151	8.1458	4.1261	-0.0028	-0.0033	0.0037
Si	27.2182	10.8726	4.1624	0.0052	-0.018	-0.0036
Si	29.9643	13.6527	4.1806	0.0092	0.0047	-0.0154
Si	1.384	14.9529	21.7867	-0.0042	0.007	-0.0133
Si	4.076	1.3788	21.7396	0.0014	0.012	-0.0115
Si	1.3728	4.1112	21.8012	0.0098	-0.0043	-0.0014
Si	4.0631	6.8085	21.7509	0.0067	-0.0025	-0.0053
Si	1.3436	9.5507	21.8369	0.0037	-0.0089	-0.0007
Si	4.0667	12.2502	21.8088	-0.0138	0.0179	0.0043
Si	6.7935	14.9534	21.7343	-0.001	-0.0017	-0.0098
Si	9.5067	1.3379	21.6844	-0.0042	-0.0217	-0.0155
Si	6.7809	4.0803	21.7048	0.002	-0.0155	-0.0039
Si	9.5031	6.8085	21.6975	0.0126	-0.0061	-0.023
Si	6.8016	9.5388	21.7707	-0.0012	-0.0016	0.0051
Si	9.5534	12.2599	21.7513	0.004	0.0063	-0.0051
Si	12.2278	14.9476	21.7668	-0.0291	0.0019	-0.0027
Si	14.9178	1.3376	21.6977	-0.0042	-0.0174	-0.0034
Si	12.2442	4.0606	21.704	-0.0045	0.009	0.0008
Si	14.9994	6.8266	21.7063	0.0078	0.0157	-0.004
Si	12.2596	9.5504	21.7302	0.0186	-0.0003	-0.0011
Si	14.9465	12.259	21.7433	-0.0036	0.0168	0.0029
Si	17.6572	14.9543	21.7569	-0.0049	-0.009	-0.0142
Si	20.3396	1.3551	21.7374	-0.0039	-0.0158	-0.0042
Si	17.6868	4.0942	21.7192	-0.0042	0.0058	-0.002
Si	20.4016	6.7961	21.771	0.0045	0.0115	-0.0012
Si	17.6868	9.4857	21.7725	0.0135	-0.0138	0.0034
Si	20.3933	12.2102	21.7523	-0.0085	0.0118	-0.0084
Si	23.0953	14.9236	21.7322	-0.0169	-0.0071	-0.0034
Si	25.8326	1.3659	21.745	0.0102	-0.0116	-0.0044
Si	23.111	4.0798	21.7295	-0.0019	0.0111	-0.0014
Si	25.8518	6.7959	21.7653	0.0072	-0.0006	-0.0019
Si	23.1322	9.5042	21.786	0.0182	0.0014	-0.0096
Si	25.8377	12.219	21.77	-0.0105	-0.0103	-0.0079
Si	28.5735	14.9477	21.7631	-0.0084	0.0071	-0.0049
Si	31.2959	1.3773	21.7525	0.0044	0.0106	-0.011
Si	28.5749	4.0934	21.7744	-0.0008	0.003	0.0017
Si	31.2931	6.8456	21.8357	0.0001	0.0046	-0.0083
Si	28.6042	9.4942	21.8016	-0.0006	0.0075	-0.0102
Si	31.3427	12.2336	21.8069	0.0044	0.0002	-0.0061
Si	2.7579	16.3233	23.1157	-0.0113	0.0082	-0.0033
Si	5.4023	2.7685	23.0852	-0.0117	-0.0028	0.0134
Si	2.7111	5.5047	23.175	-0.0092	-0.0009	0.0026
Si	5.427	8.152	23.0955	0.0019	0.013	-0.0077
Si	2.6718	10.94	23.2044	-0.024	-0.0039	0.0232
Si	5.4437	13.6246	23.1378	0.005	0.0183	-0.0037
Si	8.1909	16.2823	23.0603	0.0141	-0.0014	0.0129
Si	10.8447	2.6986	23.031	0.012	0.0069	-0.0092
Si	8.1581	5.4235	23.0395	-0.0081	0.0184	0.0007
Si	10.85	8.1944	23.0226	-0.0156	-0.004	0.0027
Si	8.1899	10.9179	23.1004	0.0002	-0.0165	0.0043
Si	10.8938	13.5911	23.1706	0.0169	0.0166	0.0254
Si	13.563	16.3395	23.1127	-0.0051	0.001	-0.0026
Si	16.2957	2.7036	22.9928	-0.0096	-0.0037	-0.005
Si	13.618	5.4672	22.9978	-0.0146	-0.0028	-0.0014
Si	16.3617	8.1028	23.1606	0.0014	-0.0205	-0.0089
Si	13.6312	10.8871	23.1184	-0.0282	-0.0145	-0.0033
Si	16.2563	13.6445	23.1237	-0.0052	0.0072	0.0234
Si	18.9987	16.3109	23.1323	0.0225	0.0182	0.0167
Si	21.6924	2.7494	23.0483	-0.0024	0.0159	-0.0206
Si	19.018	5.4512	23.1279	-0.0251	0.0004	0.0127
Si	21.7913	8.1204	23.1431	0.0054	-0.0276	0.0178
Si	19.0491	10.8453	23.1182	0.0157	-0.0003	0.0135
Si	21.7332	13.5762	23.1139	0.014	0.0055	0.0069
Si	24.462	16.2896	23.0512	0.0125	0.0048	0.0121
Si	27.205	2.72	23.1082	-0.0077	0.0113	-0.0121
Si	24.4835	5.4189	23.0969	-0.0039	0.0136	-0.0187
Si	27.2219	8.1332	23.144	0.0078	-0.0188	0.0129
Si	24.4771	10.8779	23.1574	0.01	-0.0006	-0.01
Si	27.2218	13.5648	23.1084	0.0011	-0.0017	0.0218
Si	29.9297	16.3404	23.0928	0.0184	-0.0102	-0.0197
Si	0.0295	2.7079	23.1283	-0.0081	-0.003	0.0023
Si	29.9149	5.4698	23.1529	-0.0018	0.0199	-0.0003
Si	0.0095	8.1988	23.2534	-0.0088	-0.0064	-0.0235
Si	30.0345	10.8141	23.1498	0.0064	-0.0203	-0.0291
Si	0.0527	13.6061	23.1898	0.0129	-0.0131	0.0135
Si	1.4256	1.3566	24.4831	0.004	-0.0022	-0.031
Si	4.0813	4.1503	24.5058	0.0165	-0.0047	-0.0265
Si	1.3724	6.8459	24.6202	0.0287	-0.0064	-0.0025
Si	4.0497	9.5056	24.446	-0.0261	-0.0175	-0.0344
Si	1.3712	12.3131	24.6912	0.0112	-0.0029	-0.038
Si	4.1029	14.994	24.5174	-0.0106	-0.0122	-0.0046
Si	6.8076	1.3597	24.3155	-0.0059	-0.0098	-0.0492
Si	9.5061	4.0534	24.3889	-0.011	0.0009	-0.017
Si	6.8117	6.7662	24.399	0.0018	-0.0227	-0.0195
Si	9.5547	9.5557	24.4402	0.0027	0.0109	-0.0147
Si	6.8529	12.2951	24.4646	0.0282	-0.0087	-0.0137
Si	9.4933	14.9474	24.5276	-0.0186	-0.0091	-0.0278
Si	12.1345	1.351	24.4358	-0.0228	-0.0158	-0.0184
Si	14.9875	4.0988	24.3158	0.0276	0.0067	-0.0169
Si	12.1953	6.7916	24.303	0.0299	-0.0145	-0.0418
Si	14.975	9.4774	24.4562	0.0024	0.0046	-0.0197
Si	12.3257	12.2543	24.5228	-0.0127	0.0147	-0.0355
Si	14.9432	15.0711	24.5312	0.0516	-0.0289	-0.0173
Si	17.5946	1.3958	24.425	-0.0351	0.0169	-0.0505
Si	20.3852	4.111	24.473	0.0527	-0.0266	-0.0164
Si	17.6982	6.7382	24.605	-0.0276	0.0032	-0.017
Si	20.4336	9.484	24.489	-0.0208	-0.0001	-0.0303
Si	17.6044	12.2041	24.3958	-0.0141	-0.0069	-0.0348
Si	20.3468	14.9042	24.4802	0.0052	-0.0155	-0.0191
Si	23.0115	1.3211	24.315	-0.0031	-0.0111	-0.0333
Si	25.837	4.0724	24.4572	0.0173	0.0111	-0.0202
Si	23.1528	6.7298	24.5128	-0.0252	-0.0047	-0.0299
Si	25.8727	9.5086	24.4846	-0.0199	0.0198	-0.0122
Si	23.089	12.2426	24.5057	0.0071	-0.0035	-0.0184
Si	25.8264	14.9391	24.4211	0.013	0.0169	-0.0322
Si	28.5469	1.3379	24.4518	-0.0179	-0.0083	-0.0209
Si	31.3009	4.0853	24.4465	0.0067	0.015	-0.0455
Si	28.5474	6.7901	24.5691	0.0074	-0.0164	-0.0335
Si	31.3338	9.5412	24.6994	-0.0007	0.0284	0.0195
Si	28.6656	12.1907	24.4005	-0.0182	0.0139	-0.0281
Si	31.3259	15.0395	24.4529	0.0129	0.0233	-0.0046
Si	0.0748	16.3395	25.8676	0.001	0.0018	0.0542
Si	2.7479	2.7474	25.8477	-0.0038	-0.0112	0.0566
Si	0.0123	5.3902	25.8927	-0.0152	0.0033	0.0759
Si	2.723	8.2623	25.9779	-0.0075	0.0186	0.069
Si	-0.0248	10.9727	26.1605	0.0108	0.0049	0.0715
Si	2.8322	13.7152	26.0281	-0.0223	-0.0128	0.0447
Si	5.5321	16.3652	25.7557	0.0167	0.0049	0.0582
Si	8.1255	2.687	25.6849	0.0161	-0.0009	0.0604
Si	5.4896	5.4869	25.8623	0.0039	-0.0142	0.0292
Si	8.1665	8.1377	25.7068	0.0142	0.0034	0.0442
Si	5.484	10.8736	25.6785	-0.0162	0.0121	0.0576
Si	8.1334	13.5921	25.9644	0.0075	0.0256	0.0691
Si	10.8426	16.3277	25.9027	0.0197	0.0084	0.0424
Si	13.4591	2.8925	25.5687	-0.0392	0.0309	0.0459
Si	10.8548	5.4421	25.6824	0.0263	-0.0178	0.0631
Si	13.5521	8.0865	25.6859	0.0083	0.0086	0.0054
Si	10.9699	10.8449	25.8413	-0.0016	-0.0182	0.0175
Si	13.665	13.6768	25.9106	-0.0528	-0.0041	0.0327
Si	16.2229	16.5212	25.922	-0.0414	0.0166	0.0484
Si	18.9973	2.7181	25.7428	-0.0164	-0.019	0.0656
Si	16.3213	5.2452	25.8787	0.0569	0.0073	0.059
Si	19.1511	8.1012	25.924	0.0253	-0.0245	0.0247
Si	16.3646	10.7968	25.8151	0.0515	-0.012	0.0591
Si	18.8673	13.5708	25.784	-0.0098	0.0433	0.0278
Si	21.7183	16.3319	25.7716	-0.0384	0.0118	0.0276
Si	24.4047	2.6318	25.6106	-0.0066	-0.0288	0.0759
Si	21.7561	5.3877	25.9056	-0.003	0.0293	0.0489
Si	24.5289	8.1164	25.8413	0.0259	-0.0156	0.0039
Si	21.7514	10.8755	25.88	0.0349	0.0096	0.0582
Si	24.4594	13.6203	25.8243	-0.0368	-0.0191	0.0645
Si	27.1782	16.3052	25.7978	-0.0158	0.003	0.0643
Si	29.9098	2.71	25.75	-0.0029	0.0117	0.0396
Si	27.1381	5.3957	25.916	-0.0123	-0.0154	0.0267
Si	29.934	8.1292	25.9979	-0.0242	-0.0305	0.0821
Si	27.3426	10.8412	25.7719	0.0016	-0.0266	0.0546
Si	29.9487	13.6451	25.7116	-0.011	-0.0165	0.0553
Si	1.1952	14.8558	27.3457	0.3557	0.2472	-0.6596
Si	4.4417	1.6483	27.0313	-0.1694	-0.0627	-0.7235
Si	1.1288	3.7875	27.2074	0.2109	0.1706	-0.7053
Si	4.4051	7.1317	27.1575	-0.176	-0.2078	-0.7042
Si	1.7731	9.9792	27.3741	-0.281	-0.2439	-0.775
Si	4.1432	12.0771	27.1265	0.0547	0.2784	-0.7216
Si	6.9822	15.2623	27.2406	-0.0815	-0.2772	-0.729
Si	9.1728	1.175	27.1151	0.2605	0.0101	-0.7309
Si	6.6683	3.8448	27.0809	0.052	0.2159	-0.6815
Si	9.7512	6.9975	26.9762	-0.3172	-0.1695	-0.6708
Si	6.6365	9.3282	26.9689	0.1372	0.1093	-0.7014
Si	9.8077	12.3884	27.1442	-0.3618	-0.1909	-0.6714
Si	11.9786	14.7149	27.2188	0.3175	0.3268	-0.6628
Si	14.6433	1.6528	27.0477	0.4745	0.0229	-0.648
Si	12.3778	4.3604	27.0619	-0.1355	-0.1442	-0.7078
Si	14.6387	6.4557	26.9283	0.0579	-0.0026	-0.7174
Si	12.0435	9.1725	27.1161	0.3053	0.3723	-0.6755
Si	15.0018	12.1643	27.1214	0.1069	0.2266	-0.7798
Si	17.763	15.2122	27.12	-0.2693	-0.251	-0.7124
Si	20.0318	1.0749	27.0133	0.3769	0.2208	-0.7863
Si	17.8063	3.9764	27.3162	-0.2125	-0.0322	-0.7624
Si	20.8273	7.0834	27.2945	-0.3413	-0.3043	-0.727
Si	17.9848	9.6855	27.1733	-0.1973	-0.0793	-0.6995
Si	20.0434	12.0112	27.0674	0.1273	0.0489	-0.6962
Si	23.2938	15.2499	27.0979	-0.1079	-0.2631	-0.6629
Si	25.4908	1.0946	26.9582	0.1674	0.0225	-0.8074
Si	23.1391	3.8894	27.0803	-0.2197	-0.0089	-0.7121
Si	26.0735	7.0339	27.2591	-0.2853	-0.3078	-0.639
Si	23.0385	9.3274	27.145	0.1246	0.3062	-0.6272
Si	26.1637	12.4444	26.932	-0.2241	-0.1013	-0.7357
Si	28.3264	14.685	27.0221	0.146	0.2462	-0.7044
Si	31.4964	1.6205	27.045	-0.0467	-0.1612	-0.709
Si	28.6977	4.1386	27.1429	-0.2494	-0.157	-0.6425
Si	30.9698	6.3667	27.1917	0.1745	0.2697	-0.7302
Si	28.3331	9.295	27.2967	0.3227	0.2633	-0.6755
Si	31.427	12.7544	27.3014	-0.2206	-0.4435	-0.6363
Si	30.8384	17.0901	36.9383	0.0096	0.0715	0.1196
Si	4.8609	12.8449	32.2549	-0.001	-0.1228	-0.097
Si	7.2536	4.6532	29.9808	-0.1137	-0.0193	-0.1042
Si	7.432	9.4711	29.8357	0.0844	0.0182	-0.1148
Si	27.8303	16.598	36.4585	0.0757	-0.0302	0.0413
Si	8.7826	12.0008	30.0463	0.0013	0.0469	-0.0151
Si	4.6919	8.9159	31.2845	0.011	-0.1192	0.0018
Si	13.0027	5.0809	35.2163	-0.068	0.0575	-0.051
Si	15.8257	5.9108	30.9832	-0.0356	-0.0676	-0.0402
Si	12.9598	10.6046	31.8815	-0.0131	-0.0902	0.0471
Si	26.8102	2.8446	29.2492	0.1344	0.0351	-0.181
Si	16.5744	13.6141	29.4761	-0.0558	0.0912	-0.0412
Si	10.8579	2.6258	29.2637	0.0795	0.0679	-0.1289
Si	14.024	2.434	36.0067	-0.0812	-0.0035	0.0151
Si	11.1392	8.1109	31.9997	-0.1143	-0.0085	0.0119
Si	24.8816	5.2526	29.2534	0.0089	0.0478	-0.0714
Si	22.1156	9.0349	31.4798	0.0418	-0.0469	0.0911
Si	9.896	16.0303	36.1876	-0.0305	-0.0643	0.0329
Si	14.718	1.1933	31.3409	-0.0064	0.1219	-0.145
Si	24.0757	16.8563	34.813	-0.1163	-0.0298	0.0164
Si	12.5193	1.5319	33.3602	0.054	-0.0826	0.0191
Si	28.8574	10.7642	32.9247	0.0109	-0.0891	-0.0513
Si	19.7844	8.3711	33.1977	0.1	0.0499	-0.0323
Si	21.4531	11.7436	31.279	0.0105	0.1413	-0.0587
Si	21.3246	2.6413	29.2518	-0.0156	0.0662	-0.0909
Si	21.377	16.92	31.534	0.0013	0.0238	-0.0148
Si	26.9018	7.2765	31.855	0.0633	0.0045	0.0099
Si	22.0566	13.3036	28.9308	-0.0203	0.1029	-0.066
Si	15.9307	3.1738	29.4219	-0.0096	-0.0141	-0.0847
Si	0.6516	7.6775	34.9275	-0.0953	-0.0211	0.0018
Si	18.4327	5.751	32.2726	0.0771	-0.0088	-0.0267
Si	21.1726	1.5423	34.5631	-0.0667	0.0265	-0.0152
Si	19.5495	4.2696	34.7062	0.0453	0.0232	0.0925
Si	30.8739	8.7693	33.9995	0.0226	-0.054	-0.044
Si	23.1528	12.4221	33.6438	0.1123	0.0779	-0.023
Si	0.2135	13.2154	34.6008	-0.0276	-0.0688	-0.0587
Si	16.1087	8.2385	29.1342	-0.0041	0.0207	-0.1437
Si	-0.2958	4.8322	35.1123	0.0505	0.0108	0.0066
Si	4.2204	3.59	33.7605	-0.0524	-0.0497	-0.0639
Si	7.0947	14.6643	36.8847	-0.0098	0.1362	0.118
Si	5.1864	14.66	34.754	-0.049	-0.0712	0.068
Si	30.8347	16.9457	29.887	0.0992	-0.0429	-0.0603
Si	2.9962	13.2194	36.0684	0.0162	-0.0025	0.0879
Si	26.8129	5.4111	36.0237	0.0957	-0.0215	0.1995
Si	30.8641	6.6669	30.154	-0.0578	0.0196	-0.0901
Si	12.899	16.6186	29.0678	-0.1162	0.0348	0.0086
Si	31.1584	11.7332	36.7604	0.0235	0.0801	0.1317
Si	3.8203	1.1509	29.9625	-0.0154	0.1062	-0.0179
Si	6.0022	2.5178	31.6729	-0.1149	0.0175	0.0839
Si	14.9026	14.3125	34.6215	-0.0926	-0.038	0.0082
Si	9.1368	6.8329	29.9634	0.1042	0.1398	-0.0897
Si	8.5286	2.2301	35.9268	-0.0248	-0.0334	0.0614
Si	4.7885	10.8104	36.1647	-0.0065	0.0599	0.0828
Si	19.7069	5.3278	29.3707	-0.0281	-0.1031	-0.1009
Si	13.3024	8.1001	35.899	0.0246	-0.0355	0.0639
Si	18.6395	12.4217	31.4948	-0.0145	0.1407	-0.0336
Si	15.9824	14.9501	31.8941	-0.079	-0.0855	-0.0027
Si	11.8515	14.8877	34.0395	0.0818	0.0347	0.0519
Si	28.7979	9.0911	30.3031	-0.0472	-0.0025	-0.1229
Si	18.9504	15.322	32.0251	0.1524	-0.0126	-0.0065
Si	28.1259	13.3779	31.9526	0.0288	0.0952	-0.0104
Si	24.3126	11.3133	28.9625	0.0751	-0.0542	0.0003
Si	28.8903	9.5156	36.9124	0.0372	0.0625	0.1972
Si	0.1282	7.7642	32.0499	-0.0553	0.0463	0.0727
Si	25.1725	12.6519	31.6228	0.0031	0.1299	-0.0419
Si	28.3905	1.8405	31.4944	0.0644	-0.0381	0.0206
Si	18.9484	15.924	35.0622	0.0763	-0.0998	0.0679
Si	29.9561	14.207	29.4748	0.0833	-0.0373	-0.1669
Si	21.935	12.2445	36.2083	0.0839	-0.1023	0.2265
Si	1.6034	3.977	37.0431	0.0792	-0.0619	0.109
Si	17.999	3.9631	37.1094	-0.005	0.0149	0.012
Si	29.6415	5.8854	34.5673	-0.0681	0.0393	0.1171
Si	31.2779	15.9742	34.2322	0.0648	-0.0275	0.118
Si	4.4307	6.1149	30.0588	-0.0133	0.106	-0.1236
Si	6.1226	10.2983	33.4519	-0.1111	0.0479	0.0233
Si	25.9976	2.4453	36.2241	-0.0562	0.0474	0.1917
Si	5.9695	1.3846	34.3557	0.0312	0.1683	-0.0524
Si	1.2135	3.6504	32.7857	0.0689	0.0076	0.0312
Si	9.9456	4.7438	34.6757	0.0331	0.0495	-0.0429
Si	14.9205	12.0125	36.6037	0.0214	-0.0678	0.1918
Si	0.1432	0.9371	31.918	0.0422	0.1592	-0.0404
Si	13.0606	5.7898	32.3812	-0.0434	0.0716	-0.0477
Si	9.5413	6.6451	36.861	-0.1303	-0.0773	0.0291
Si	28.258	15.9101	33.6283	0.0851	0.0737	-0.0695
Si	10.8801	3.7507	32.0777	-0.0139	0.0313	0.015
Si	2.2781	3.9107	30.1086	0.0278	-0.0892	-0.2309
Si	1.9454	15.273	30.4141	-0.0339	0.0211	-0.2257
Si	9.2031	9.9558	33.7316	0.0839	0.0565	0.0132
Si	5.9618	13.3821	29.4064	0.0308	0.0407	-0.1124
Si	3.2854	8.0582	36.3746	0.026	-0.0828	0.1175
Si	14.8437	9.9607	34.3711	-0.0763	0.0952	0.0357
Si	22.5573	7.7776	33.8813	0.0539	0.0148	-0.0591
Si	20.1033	6.0412	37.0195	0.006	0.0664	-0.057
Si	17.8512	10.7841	33.9525	0.1489	-0.0169	0.0053
Si	10.5626	12.4741	32.5175	-0.0897	-0.0977	-0.0754
Si	13.7809	10.2818	29.1348	-0.0647	-0.0692	-0.0805
Si	10.7615	9.3274	36.255	-0.1162	0.1046	-0.0082
Si	27.1115	9.0072	34.3924	-0.0456	0.0446	0.0043
Si	19.1337	12.8134	35.8869	-0.08	0.062	0.1145
Si	24.8943	7.7679	35.8076	0.0111	0.0382	0.1698
Si	16.1303	16.7771	36.0882	0.0329	-0.108	0.0672
Si	23.3211	14.8269	36.9956	0.0449	0.0063	0.0816
Si	23.7861	6.7705	31.4862	-0.0525	-0.0299	0.0504
Si	23.63	15.0774	32.4591	0.1095	-0.0938	0.0367
Si	4.2683	5.4152	36.0716	0.0066	-0.1274	0.1726
Si	28.9313	4.9807	31.683	-0.0856	0.0438	-0.0518
Si	1.8138	12.5113	31.9046	0.0115	0.0782	0.1471
Si	1.8478	9.8165	30.4472	0.0649	0.0631	-0.1243
Si	1.368	14.9696	5.4856	0.0035	-0.0033	-0.0017
Si	4.0785	1.3675	5.478	0.0066	0.002	-0.0019
Si	1.371	4.0842	5.4905	0.0047	-0.005	0.0057
Si	4.0739	6.8072	5.4816	-0.0023	-0.0068	0.0061
Si	1.3705	9.5462	5.5589	0.0035	-0.01	0.0125
Si	4.0846	12.2502	5.5225	-0.0174	0.0029	0.01
Si	6.8054	14.9599	5.4522	-0.009	-0.0096	-0.0009
Si	9.4954	1.3627	5.4462	-0.0029	0.0056	0.0097
Si	6.7942	4.0879	5.4688	0.0069	-0.0091	0.0023
Si	9.5289	6.766	5.4554	0.0021	-0.0081	0.0005
Si	6.8071	9.509	5.4536	0.0012	-0.0002	0.0074
Si	9.5037	12.2177	5.4307	0.0025	-0.0077	0.0017
Si	12.2402	14.9329	5.4316	-0.0018	-0.0187	0.0047
Si	14.9514	1.3542	5.3944	-0.0028	0.0077	0.0047
Si	12.2236	4.0752	5.396	-0.0019	-0.0104	0.0065
Si	14.9536	6.7793	5.3606	0.0046	0.0034	0.0034
Si	12.2688	9.4786	5.4239	0.0077	-0.0028	-0.001
Si	14.9627	12.2166	5.4181	-0.0032	0.0056	0.0065
Si	17.6839	14.9514	5.3977	-0.0048	-0.0054	0.0051
Si	20.381	1.3768	5.3576	-0.0104	0.0177	-0.004
Si	17.6836	4.0805	5.36	0.0068	-0.0038	-0.0012
Si	20.4083	6.7987	5.3731	0.0149	0.004	0.0055
Si	17.6823	9.4941	5.3771	0.0026	-0.0079	0.0066
Si	20.3961	12.2084	5.4142	-0.0005	0.0109	0.0086
Si	23.1245	14.9692	5.4362	-0.004	0.0009	0.011
Si	25.8473	1.3952	5.4389	-0.0157	-0.0028	-0.0001
Si	23.1071	4.1317	5.3931	0.0109	0.0205	0.0112
Si	25.826	6.8166	5.431	0.0075	0.0169	0.0064
Si	23.1152	9.5268	5.4179	-0.0031	0.0064	0.0122
Si	25.8262	12.2657	5.4399	-0.0109	0.0138	-0.0021
Si	28.5552	14.9875	5.4906	-0.0005	-0.0005	0.014
Si	31.2848	1.3694	5.4758	-0.0034	-0.0014	0.0005
Si	28.5604	4.0788	5.4727	0.0094	0.0079	0.0072
Si	31.2486	6.808	5.5305	0.0013	0.001	0.0088
Si	28.567	9.5073	5.4979	0.0029	0.0029	0.0139
Si	31.2966	12.256	5.5165	-0.0083	0.0018	0.0084
Si	2.7239	16.329	6.8411	-0.0004	-0.0018	-0.002
Si	5.4381	2.7274	6.8299	-0.0026	0.0127	0.0013
Si	2.7199	5.45	6.8461	-0.0056	0.0042	0.0003
Si	5.4503	8.1581	6.8286	-0.0005	0.004	-0.0098
Si	2.7275	10.9063	6.8923	-0.0027	0.0076	0.002
Si	5.4552	13.6173	6.8423	-0.005	-0.0039	0.0004
Si	8.1563	16.3189	6.8157	-0.0015	0.0072	-0.003
Si	10.8763	2.7217	6.7827	-0.0071	0.0067	0.0017
Si	8.1718	5.4231	6.8257	0.0064	-0.0029	0.0043
Si	10.8919	8.1429	6.7927	0.0059	-0.0023	-0.0038
Si	8.1589	10.8716	6.8136	-0.0028	0.0073	-0.0003
Si	10.8781	13.5745	6.7881	0.0019	0.0022	-0.0018
Si	13.5996	16.3149	6.7715	-0.0027	0.0022	-0.0018
Si	16.3272	2.7189	6.7395	-0.0034	0.0008	-0.0036
Si	13.6014	5.4301	6.7492	-0.0059	0.0009	-0.0069
Si	16.3158	8.1375	6.7383	-0.0036	0.0004	-0.004
Si	13.608	10.8592	6.7826	-0.004	0.0008	0.0027
Si	16.3264	13.5899	6.7648	0.0034	-0.003	-0.0015
Si	19.04	16.3311	6.7461	0.0077	-0.0113	-0.0067
Si	21.7496	2.7332	6.7335	0.0006	0.0011	-0.011
Si	19.0428	5.4361	6.7357	-0.0011	-0.0024	-0.0053
Si	21.7508	8.1577	6.7635	-0.0047	0	0.0051
Si	19.0308	10.8521	6.7653	0.0108	-0.0026	-0.0024
Si	21.7505	13.5948	6.7702	-0.0015	-0.0079	-0.001
Si	24.4844	16.3364	6.7879	0.0094	-0.0047	-0.0007
Si	27.1918	2.7328	6.8272	0.0017	0.0031	-0.0018
Si	24.4662	5.4575	6.7892	-0.0062	-0.0048	-0.0002
Si	27.1805	8.1573	6.8249	-0.0067	-0.0047	-0.0011
Si	24.4701	10.8893	6.7888	0.001	-0.0097	-0.0044
Si	27.1842	13.6134	6.8191	0.0034	0.0054	0.0006
Si	29.9228	16.3386	6.8424	-0.0021	-0.0047	-0.0024
Si	0.0007	2.726	6.8396	-0.001	0.004	-0.0074
Si	29.9002	5.4313	6.8597	0.0023	-0.0059	0.0005
Si	-0.0061	8.1628	6.87	0.0036	0.0039	-0.0057
Si	29.9176	10.888	6.8467	0.003	0.0003	0.0004
Si	0.0174	13.6142	6.8604	0.0081	-0.0092	-0.004
Si	1.357	1.3638	8.1964	0.0007	-0.0012	-0.0038
Si	4.0834	4.0864	8.1932	0.0036	-0.0013	-0.0027
Si	1.3557	6.7971	8.2103	-0.0111	-0.0118	0.0063
Si	4.0925	9.5141	8.202	-0.0132	-0.0079	-0.0074
Si	1.3637	12.2632	8.2317	0.0174	0.0086	0.005
Si	4.0862	14.9712	8.197	0.0035	0.0006	-0.0017
Si	6.799	1.3592	8.179	-0.0055	-0.0046	-0.0034
Si	9.5291	4.0639	8.1724	-0.0078	-0.0058	0.0018
Si	6.8148	6.797	8.1782	0.009	0.0084	-0.0083
Si	9.5347	9.5119	8.1552	0.0097	0.0044	-0.002
Si	6.8079	12.2355	8.1813	-0.0009	-0.0015	-0.0056
Si	9.529	14.9504	8.1534	-0.0029	-0.0058	-0.0084
Si	12.243	1.3571	8.1346	0.0021	0.0024	-0.0029
Si	14.9666	4.0739	8.1112	-0.0022	-0.0043	-0.0009
Si	12.2536	6.7813	8.1399	-0.0032	-0.0004	-0.0034
Si	14.9766	9.5012	8.1273	0.0083	0.0047	-0.0031
Si	12.2438	12.2193	8.1436	-0.0053	-0.0066	0.0007
Si	14.9634	14.9515	8.1265	-0.0005	-0.0037	-0.0055
Si	17.6787	1.3609	8.1144	0.0005	0.004	-0.0027
Si	20.3966	4.0818	8.1132	-0.0026	0.0043	-0.0039
Si	17.6797	6.7872	8.1079	-0.0016	-0.0013	0.0043
Si	20.391	9.506	8.1343	-0.0094	-0.0119	0.0031
Si	17.686	12.2312	8.1257	0.0075	0.0079	-0.0004
Si	20.3953	14.9687	8.1194	0.0042	0.0043	0.0022
Si	23.1043	1.3768	8.1227	0.0033	0.0027	-0.0006
Si	25.8177	4.0931	8.1636	-0.0086	-0.006	-0.0038
Si	23.1103	6.815	8.1458	0.014	0.0146	-0.0012
Si	25.8264	9.5345	8.1653	0.0086	0.0083	0.0015
Si	23.1064	12.2434	8.1466	-0.0039	0.0008	-0.004
Si	25.829	14.9778	8.169	0.0004	0.0019	-0.0009
Si	28.5545	1.376	8.1898	0.0099	0.0086	-0.0045
Si	31.2793	4.0808	8.2018	-0.0025	0.0071	0.0032
Si	28.533	6.7985	8.1952	-0.0112	-0.0124	-0.0041
Si	31.2748	9.5333	8.2117	0.0051	0.0049	-0.0065
Si	28.5432	12.2505	8.1833	-0.003	-0.0069	-0.0002
Si	31.2762	14.97	8.1989	-0.0055	0.0006	-0.0049
Si	-0.004	16.3277	9.5563	0.0019	-0.0029	0.0005
Si	2.7182	2.7267	9.5481	-0.0001	0.0057	0.0032
Si	-0.0065	5.4403	9.5613	0.005	-0.0004	0.0074
Si	2.7219	8.1614	9.5554	0.0041	0.0032	-0.0011
Si	-0.0045	10.8914	9.5668	0.0001	0.0039	0.0003
Si	2.73	13.6196	9.5683	-0.0065	-0.0022	0.0047
Si	5.4434	16.3295	9.5488	-0.0061	0.0056	-0.0011
Si	8.1645	2.7143	9.5327	0.0088	-0.001	-0.0002
Si	5.4489	5.4449	9.5418	-0.0023	-0.0013	-0.0005
Si	8.1749	8.1604	9.5262	-0.0021	-0.0005	-0.0008
Si	5.4498	10.8815	9.5477	0.0006	0.0044	-0.0004
Si	8.1716	13.5991	9.5265	-0.0007	-0.0008	0.0015
Si	10.8883	16.3173	9.5047	0.001	0.0032	0.0004
Si	13.6092	2.7189	9.4864	0.0003	0.0005	-0.0002
Si	10.8929	5.4344	9.5134	0.0006	-0.0073	0.0014
Si	13.6122	8.1489	9.4946	-0.0008	-0.0019	-0.0028
Si	10.8895	10.8708	9.5156	-0.0034	0.0034	0.0033
Si	13.6055	13.592	9.492	-0.0051	0.002	-0.0005
Si	16.3244	16.3177	9.4822	0.0001	0.001	0.0012
Si	19.04	2.7197	9.48	0.0019	-0.0057	0.0011
Si	16.3241	5.4317	9.4798	-0.0007	-0.0006	-0.0018
Si	19.0319	8.1448	9.4884	0.0026	0.0047	0.0008
Si	16.3279	10.8703	9.4891	0.0002	-0.0046	0.0003
Si	19.0427	13.6004	9.4839	-0.0045	-0.0015	-0.0005
Si	21.7553	16.3252	9.4874	-0.0004	-0.0013	-0.0022
Si	24.4607	2.7214	9.5089	0.003	0.0045	0.0006
Si	21.7514	5.4382	9.4918	0.0073	-0.0027	-0.0015
Si	24.4673	8.1681	9.5178	-0.0077	-0.0022	0.0002
Si	21.7491	10.8743	9.4985	0.0004	-0.0012	-0.0032
Si	24.4664	13.6046	9.5135	0.0028	0.0003	-0.0018
Si	27.1919	16.3271	9.5359	0.0028	-0.0047	0.0021
Si	29.9135	2.7258	9.5546	0.0014	-0.003	0.0008
Si	27.1759	5.4386	9.5431	0.0013	0.0049	0.0032
Si	29.9036	8.1629	9.5473	-0.0016	-0.0008	-0.0074
Si	27.1857	10.886	9.5353	-0.0009	-0.0004	0.0013
Si	29.9089	13.6062	9.5446	0.0025	-0.002	-0.0008
Si	1.3574	14.9728	10.9166	0.0093	-0.0001	0.003
Si	4.0788	1.3672	10.9048	-0.0001	-0.0026	-0.0022
Si	1.3574	4.0809	10.9112	-0.0035	-0.0018	0.0024
Si	4.0856	6.8001	10.904	-0.0024	-0.001	-0.0008
Si	1.3595	9.5242	10.9102	0.0005	-0.0026	0.0031
Si	4.0867	12.2413	10.9056	-0.0036	0.0041	0.0001
Si	6.8078	14.9581	10.8885	-0.0014	-0.0008	-0.0028
Si	9.5292	1.3511	10.8769	-0.011	-0.0028	-0.0006
Si	6.8067	4.0792	10.8929	0.0017	-0.0043	-0.0026
Si	9.5328	6.7948	10.8777	0.005	0.0032	-0.0023
Si	6.8138	9.5176	10.8919	0.0047	-0.0006	-0.0038
Si	9.5317	12.2347	10.877	0.0042	-0.0036	-0.0008
Si	12.2497	14.9541	10.8586	0.0012	-0.0014	-0.0005
Si	14.9673	1.3576	10.8479	-0.0055	-0.0013	-0.0008
Si	12.2543	4.073	10.8631	-0.0022	-0.0013	-0.0014
Si	14.9712	6.7906	10.8535	0.0027	0.0009	-0.0037
Si	12.2531	9.5074	10.8636	-0.0008	0.0019	-0.0011
Si	14.9663	12.2309	10.8508	0.0018	0.0026	-0.0023
Si	17.6826	14.9579	10.8467	0.0002	-0.0024	-0.0001
Si	20.3961	1.3612	10.8509	0.0025	0.0029	0.001
Si	17.6827	4.076	10.8479	-0.0022	-0.0007	0.0008
Si	20.3946	6.7945	10.8575	-0.0072	-0.0002	-0.0009
Si	17.6843	9.513	10.8541	0.0038	0.0001	0.0011
Si	20.3976	12.2425	10.8559	0.0029	0.004	-0.0005
Si	23.1091	14.9689	10.8663	-0.0012	0.0012	0.0003
Si	25.8242	1.3679	10.8819	-0.002	0.0036	-0.0009
Si	23.1074	4.0838	10.8675	0.0011	-0.0026	0.0001
Si	25.8225	6.8088	10.8893	-0.0001	0.0012	-0.0007
Si	23.1083	9.5255	10.8737	0.0056	0.0021	-0.0005
Si	25.8251	12.2492	10.8854	0.0031	0.0006	0.0009
Si	28.549	14.9668	10.9001	0.0029	0.0032	-0.0003
Si	31.272	1.3643	10.9116	-0.004	0.0046	-0.0005
Si	28.5457	4.0852	10.9023	0.0008	-0.0003	-0.001
Si	31.2671	6.8052	10.9065	0.0033	-0.0042	-0.0008
Si	28.5459	9.5275	10.8997	-0.0019	0.0038	-0.0021
Si	31.2686	12.2514	10.9119	-0.0031	-0.0019	0
Si	2.7188	16.3316	12.2681	-0.0054	0.0071	0.0043
Si	5.4414	2.7271	12.2554	-0.0049	0.0037	0.001
Si	2.7201	5.4441	12.261	-0.0001	-0.0029	0.0038
Si	5.4468	8.1649	12.2529	-0.0002	0.0036	0.0021
Si	2.7201	10.8863	12.2624	0.0033	0.0012	0.0043
Si	5.4466	13.604	12.2531	0.0034	-0.004	0.0029
Si	8.1666	16.3193	12.2415	0.0063	0.001	0.0035
Si	10.8886	2.7197	12.2259	0.0052	-0.0022	-0.0015
Si	8.1675	5.4432	12.2426	-0.0009	0.0015	0
Si	10.8916	8.1565	12.2323	-0.0018	-0.0016	0.0012
Si	8.1718	10.8806	12.2428	-0.0046	0.0057	0.0042
Si	10.8913	13.5987	12.2274	-0.0045	0.0017	0.0011
Si	13.6085	16.3193	12.2133	0.0039	0.0031	-0.0006
Si	16.3251	2.7163	12.2131	0.0018	-0.0018	-0.003
Si	13.6112	5.4363	12.2209	-0.0027	-0.0004	-0.0029
Si	16.3261	8.1542	12.2166	-0.0039	0.001	-0.0019
Si	13.6093	10.8741	12.2186	-0.0029	-0.0022	-0.0005
Si	16.3254	13.5954	12.2089	-0.0012	0.0013	0.0003
Si	19.041	16.3162	12.2129	0.0023	0.0003	-0.0015
Si	21.7532	2.7161	12.2242	0	-0.0003	-0.0009
Si	19.0387	5.4336	12.2186	0.0039	-0.0027	-0.0026
Si	21.7532	8.1555	12.2255	0.0017	-0.0007	-0.0016
Si	19.0429	10.8769	12.2155	-0.0017	0.0002	0.001
Si	21.7555	13.6004	12.2249	0.0002	-0.0026	0.0015
Si	24.47	16.3202	12.2386	0.0057	-0.0039	0.0005
Si	27.1871	2.7188	12.2527	0.0017	-0.0024	-0.0005
Si	24.4682	5.4377	12.2384	-0.0026	0.0037	0.0012
Si	27.1872	8.1635	12.2528	0.0006	-0.0061	-0.0008
Si	24.4692	10.8822	12.2401	-0.0034	0.0009	0.0003
Si	27.1884	13.6022	12.2525	-0.0002	-0.0024	0
Si	29.9106	16.3215	12.2639	0.004	-0.0044	0.0031
Si	-0.0066	2.7238	12.2669	0.0048	-0.0023	0.002
Si	29.9074	5.4439	12.262	-0.0052	0.0005	0.0008
Si	-0.0075	8.1643	12.2612	-0.0034	0.0004	-0.0008
Si	29.9086	10.8853	12.2611	0.0051	-0.0016	0.0014
Si	-0.0058	13.6086	12.2681	0.0008	0.0037	0.0018
Si	1.3544	1.3677	13.6258	-0.0011	0.003	0.0033
Si	4.0795	4.085	13.6171	0.0003	-0.0021	0.0004
Si	1.3542	6.8032	13.6157	0.0026	0.001	-0.0002
Si	4.0823	9.5234	13.6119	0.0014	-0.0021	0.0035
Si	1.3575	12.2454	13.6207	-0.0034	-0.0028	0.0035
Si	4.0816	14.962	13.6119	0	-0.0025	-0.0013
Si	6.8023	1.3589	13.6014	-0.0006	-0.0006	-0.0029
Si	9.5283	4.0788	13.5917	0.0007	-0.0025	-0.0011
Si	6.8052	6.8019	13.6062	0.0016	-0.0029	-0.0001
Si	9.5298	9.516	13.5952	0.0032	-0.0007	0.0013
Si	6.8065	12.2385	13.6007	0.0025	-0.0015	0.0001
Si	9.5279	14.9553	13.59	-0.0022	-0.0043	-0.001
Si	12.2485	1.3578	13.5781	-0.0038	-0.0006	-0.0031
Si	14.9694	4.0771	13.5794	-0.0035	0	-0.0009
Si	12.2513	6.7948	13.5863	0.0008	0.0005	0.0018
Si	14.9679	9.5147	13.5788	0.0033	-0.001	-0.0012
Si	12.2485	12.2328	13.5814	0.0022	0.003	-0.001
Si	14.9668	14.9559	13.5706	-0.0042	0.0001	-0.0024
Si	17.6829	1.3545	13.5752	0.0028	-0.0021	-0.0009
Si	20.3975	4.0763	13.5846	-0.0008	-0.0017	0.0009
Si	17.6853	6.798	13.5804	0.0009	0.0006	-0.0036
Si	20.4011	9.5213	13.5847	0.002	0.001	0.0009
Si	17.6837	12.2374	13.5746	-0.0026	-0.0011	-0.0014
Si	20.396	14.9588	13.5846	-0.0007	0.0023	-0.0014
Si	23.1117	1.3607	13.5962	-0.0012	0.0039	-0.0004
Si	25.8309	4.0833	13.6069	0.0023	0.0014	-0.0017
Si	23.1138	6.8003	13.594	0.0007	-0.0035	0.0019
Si	25.8306	9.5265	13.6072	0.0007	0.0046	-0.0005
Si	23.1139	12.2446	13.597	0.0031	0.0036	0.0025
Si	25.8298	14.9634	13.6086	-0.0002	0.0026	0.0026
Si	28.5481	1.3609	13.6184	-0.0016	0.0017	-0.0002
Si	31.2701	4.0842	13.6203	0.0035	-0.001	-0.0001
Si	28.5494	6.8066	13.6162	0.0024	0.0045	0.0029
Si	31.2736	9.5267	13.6176	0.0004	-0.0006	0.0035
Si	28.5509	12.2462	13.6175	-0.0036	0.0006	0.0027
Si	31.2736	14.9673	13.6266	-0.0041	0.0025	0.0015
Si	-0.0042	16.3271	14.9854	0.002	0.0004	0.0005
Si	2.7143	2.7309	14.9776	-0.0001	-0.0005	-0.0013
Si	-0.0068	5.445	14.9757	-0.003	0.0009	-0.0006
Si	2.7147	8.1673	14.9684	-0.0021	-0.0016	-0.0008
Si	-0.0037	10.8843	14.9779	-0.0028	-0.0002	0.0004
Si	2.7202	13.6065	14.9752	0.0048	0.0045	0.0013
Si	5.4412	16.3223	14.9648	-0.0004	0.001	0.0005
Si	8.1607	2.7247	14.9509	0.0025	0.0017	-0.0008
Si	5.4372	5.4511	14.9686	-0.0004	0.0016	-0.0007
Si	8.1642	8.1648	14.9606	-0.0054	0.0018	-0.0011
Si	5.4431	10.8862	14.964	0.0041	0.0083	-0.0001
Si	8.165	13.5999	14.9518	-0.0005	-0.0021	0
Si	10.8867	16.3212	14.9387	0.0044	0.0025	0.0001
Si	13.6041	2.7202	14.9373	-0.0005	-0.0052	-0.0035
Si	10.8858	5.4419	14.9488	0.002	-0.0013	0.0003
Si	13.6082	8.1593	14.9434	-0.0034	0.002	0.0002
Si	10.8882	10.8784	14.949	-0.0062	-0.0019	0.0019
Si	13.6083	13.597	14.9326	0.0007	0.001	0.0001
Si	16.3249	16.3118	14.9351	-0.0029	0.0026	-0.0019
Si	19.0403	2.7121	14.9412	-0.0012	0.0017	-0.0034
Si	16.3257	5.4398	14.9407	0.0043	-0.0002	-0.0026
Si	19.0447	8.1588	14.9427	-0.0016	-0.0011	-0.0003
Si	16.3284	10.8762	14.9361	-0.0018	0.0033	-0.0002
Si	19.0391	13.5943	14.9439	0.0016	-0.0003	0.0014
Si	21.755	16.3138	14.9536	0.0007	-0.0033	-0.0003
Si	24.4749	2.7165	14.9622	0.0022	0	-0.0037
Si	21.7588	5.4345	14.9489	-0.0006	0.0019	-0.003
Si	24.4761	8.1571	14.9599	-0.0017	-0.0002	-0.0013
Si	21.7592	10.8782	14.9544	0.0055	0.0016	-0.0007
Si	24.4754	13.597	14.9672	0.0024	-0.0018	-0.0007
Si	27.1927	16.3155	14.9771	-0.0003	-0.0038	-0.0015
Si	29.9132	2.7193	14.9771	-0.0059	-0.0041	-0.002
Si	27.1938	5.4404	14.9717	-0.0031	-0.0045	0.0001
Si	29.9143	8.1654	14.9744	-0.0003	-0.001	-0.0026
Si	27.1942	10.8813	14.973	0.0013	-0.0049	0.0024
Si	29.9148	13.6022	14.981	0.0068	-0.0018	0.0015
Si	1.3595	14.9644	16.3379	-0.0041	0.0006	0.0052
Si	4.0747	1.3608	16.3209	0.0013	0.0056	-0.003
Si	1.3526	4.0904	16.3388	0.0015	-0.0027	0.0017
Si	4.0694	6.8092	16.3283	0.0021	0.007	-0.0021
Si	1.3594	9.5255	16.3345	0.0062	-0.0021	0.001
Si	4.0846	12.2448	16.3273	0.0018	-0.0101	0.003
Si	6.8026	14.9554	16.3136	0.0062	-0.0053	-0.0005
Si	9.5216	1.3583	16.2969	-0.0033	-0.0014	-0.0016
Si	6.8	4.0857	16.3131	-0.0038	-0.0061	-0.0021
Si	9.5267	6.8035	16.3126	0.0026	-0.0047	0.0031
Si	6.7976	9.5233	16.3206	0.0014	-0.0023	0.0007
Si	9.5192	12.2349	16.3055	-0.0016	0.0094	0.0019
Si	12.2437	14.9544	16.2894	-0.0017	-0.0024	0.0018
Si	14.9619	1.3536	16.2882	-0.0002	0.0004	-0.002
Si	12.2459	4.08	16.3024	-0.001	-0.0034	0.0013
Si	14.9702	6.8034	16.3026	-0.0038	-0.0013	0.0008
Si	12.2486	9.5186	16.3065	0.0039	0.0012	0.0003
Si	14.9681	12.2379	16.2915	-0.0026	-0.0027	-0.0056
Si	17.6769	14.9507	16.3047	-0.002	0.0006	0.0043
Si	20.3939	1.3534	16.3104	0.0003	0.0039	-0.0002
Si	17.6839	4.0766	16.297	0.0013	-0.002	0.0024
Si	20.4056	6.8001	16.3041	0.0058	-0.0029	0.0012
Si	17.6884	9.5214	16.3018	-0.0018	0.0012	-0.0019
Si	20.3973	12.2372	16.3124	-0.0032	-0.0019	-0.0021
Si	23.1117	14.9543	16.3231	0.0053	0.0022	-0.0006
Si	25.832	1.3576	16.3308	0.0009	0.0037	0.0003
Si	23.1181	4.0796	16.3175	-0.0001	0.0005	-0.0012
Si	25.838	6.8037	16.3288	-0.0002	0.0021	0.0028
Si	23.1228	9.5199	16.318	0.0019	-0.0014	-0.001
Si	25.8411	12.2421	16.3342	-0.0028	0.0005	-0.0006
Si	28.5575	14.96	16.3434	-0.0036	0.002	-0.0001
Si	31.2754	1.367	16.3452	-0.0022	0.0048	-0.0005
Si	28.5578	4.0825	16.3335	0.0032	-0.0012	0.0014
Si	31.2777	6.8092	16.3336	-0.0047	0.0035	-0.0003
Si	28.558	9.5241	16.3355	0	0.0033	-0.0007
Si	31.279	12.2431	16.3398	-0.0036	0.0038	0.0012
Si	2.7187	16.3291	17.693	0.005	0.001	0.0071
Si	5.4309	2.7286	17.6662	-0.0011	-0.0047	-0.0008
Si	2.7048	5.4601	17.6956	0.0037	-0.0004	0.0049
Si	5.423	8.1771	17.682	-0.0021	-0.0067	-0.0024
Si	2.7249	10.8868	17.6882	0.0026	0.0088	-0.0012
Si	5.4451	13.6038	17.6858	0.0039	0.0096	0.0023
Si	8.1646	16.3186	17.659	0.0006	0.0057	0.002
Si	10.8765	2.7185	17.6525	-0.0027	-0.0026	-0.0009
Si	8.156	5.4499	17.6685	-0.0018	0.0033	0.0082
Si	10.8864	8.1655	17.6715	-0.0006	0.0082	0.0027
Si	8.1569	10.8844	17.675	-0.0025	-0.0105	0.0031
Si	10.8795	13.6006	17.6502	-0.0011	-0.0053	0.0009
Si	13.6062	16.3089	17.6448	-0.0043	0.0074	-0.0029
Si	16.316	2.7161	17.646	-0.0059	-0.005	-0.0039
Si	13.6056	5.446	17.6575	-0.0013	0.0036	-0.0009
Si	16.33	8.1669	17.6623	0.0112	0.0073	0.0026
Si	13.6107	10.8864	17.6551	0.0054	0.0085	-0.0015
Si	16.3213	13.5842	17.6667	-0.0131	-0.0056	0.0028
Si	19.0317	16.311	17.6678	0.0029	0.0004	0.0017
Si	21.7586	2.7123	17.6684	0.0014	-0.0002	-0.0035
Si	19.0466	5.4361	17.6548	-0.002	0.0012	-0.0022
Si	21.7625	8.1583	17.6726	0.0012	-0.0021	-0.0023
Si	19.043	10.8751	17.6751	0.0061	0.0012	0.0013
Si	21.7539	13.5897	17.683	-0.0006	0.0015	0.0006
Si	24.473	16.3102	17.687	0.0005	-0.0001	-0.0013
Si	27.1998	2.7163	17.6879	-0.0047	-0.0017	-0.0011
Si	24.476	5.4416	17.6827	0.0024	-0.0021	-0.0013
Si	27.2059	8.1569	17.6944	0.0019	-0.0022	-0.0049
Si	24.4885	10.8697	17.6864	0.0021	0.0008	-0.0018
Si	27.2056	13.5928	17.7058	0.004	-0.0008	-0.0005
Si	29.9236	16.3173	17.7043	-0.0028	-0.0047	0.0015
Si	-0.0042	2.7321	17.7038	-0.0016	-0.0017	0.0014
Si	29.9237	5.4442	17.691	-0.001	0.0021	-0.0011
Si	-0.0017	8.1681	17.6959	-0.0031	-0.0029	-0.0029
Si	29.9203	10.8814	17.699	-0.0028	-0.0052	-0.0078
Si	0.0059	13.5988	17.6993	-0.0053	-0.0057	-0.0007
Si	1.3556	1.3667	19.0572	-0.008	0.0101	0.0055
Si	4.068	4.0854	19.0283	0.0119	-0.0085	0.0004
Si	1.3518	6.8218	19.0725	-0.0063	0.0066	0.0131
Si	4.0708	9.533	19.0635	-0.0051	0.0011	0.0002
Si	1.3753	12.2423	19.0563	0.0083	-0.0121	-0.0014
Si	4.0833	14.966	19.044	0.0062	-0.0004	0.0042
Si	6.7927	1.3582	19.0033	0.0007	-0.0029	-0.0069
Si	9.5175	4.0812	19.0131	0.0102	-0.0111	0.0104
Si	6.7847	6.8133	19.021	-0.0091	0.0094	0.0036
Si	9.5227	9.5292	19.0289	0.0002	-0.0018	0.0101
Si	6.796	12.235	19.0473	0.0028	0.0077	0.0053
Si	9.5191	14.9521	19.0156	0.0016	0.0043	0.0016
Si	12.2351	1.3424	18.992	0.0013	-0.0083	-0.0013
Si	14.9639	4.079	19.0061	0.0055	-0.0001	0.003
Si	12.256	6.8096	19.0249	0.0069	-0.0134	0.007
Si	14.9773	9.5406	19.0184	-0.0187	0.0016	0.0013
Si	12.241	12.2455	19.0042	-0.0097	0.0089	-0.0047
Si	14.9505	14.9438	19.0141	0.0073	-0.0022	0.0005
Si	17.6587	1.3537	19.0127	-0.0066	0.0082	0.0014
Si	20.4018	4.0776	19.0193	0.0069	0.001	0.0029
Si	17.6973	6.8032	19.0107	0.0005	-0.0065	0.0042
Si	20.4045	9.5134	19.0358	0.0043	-0.0017	-0.0026
Si	17.6798	12.2276	19.0387	0.0042	-0.0001	0.0001
Si	20.3842	14.9497	19.0368	-0.0085	0.0003	0.0073
Si	23.1051	1.3485	19.0386	-0.0037	0.0033	-0.0002
Si	25.8401	4.0814	19.0387	0.0013	0.005	0.0032
Si	23.1217	6.808	19.0425	-0.0066	0.0066	0.0042
Si	25.8563	9.5182	19.0573	0.0055	-0.0045	0.0051
Si	23.118	12.2205	19.0372	0.0064	-0.0085	-0.0023
Si	25.8378	14.9552	19.052	-0.0023	0.0013	-0.0018
Si	28.5655	1.3655	19.0554	-0.0047	0.0034	0.0037
Si	31.2907	4.1087	19.0664	-0.0103	0.0042	0.0006
Si	28.5712	6.7988	19.0561	0.0045	-0.0015	0.006
Si	31.2863	9.5292	19.0586	-0.01	0.0033	0.0023
Si	28.5707	12.2325	19.0739	0.0008	0.0006	0.0067
Si	31.2872	14.9517	19.0639	0.0119	-0.0016	0.0069
Si	0.0118	16.3102	20.4211	-0.0017	-0.0033	0.0018
Si	2.7078	2.7458	20.4063	0.0033	-0.0043	0.0068
Si	-0.0006	5.4713	20.4538	-0.0053	0.0064	0.0068
Si	2.6981	8.1947	20.4384	-0.0015	0.0035	0.0014
Si	0.0193	10.8809	20.417	0.0034	0.0091	0.0036
Si	2.736	13.6049	20.4149	-0.0071	-0.0039	0.0033
Si	5.4458	16.3358	20.3868	-0.0009	0.0043	0.0076
Si	8.1433	2.7135	20.3541	-0.0104	0.0054	0.0046
Si	5.4193	5.4543	20.375	-0.0045	-0.0036	0.0064
Si	8.1378	8.1796	20.3738	-0.005	-0.0027	0.0043
Si	5.426	10.8944	20.427	0.0048	-0.0108	0.0084
Si	8.1672	13.5963	20.3887	-0.0009	0.0024	0.0043
Si	10.8915	16.3012	20.3655	0.0137	0.0051	0.0007
Si	13.5875	2.708	20.335	-0.0002	-0.0024	0.0002
Si	10.8835	5.442	20.3642	-0.0014	0.0089	0.0037
Si	13.6211	8.1888	20.3721	0.0072	0.0072	0.0012
Si	10.8923	10.8984	20.3741	0.0045	0.0003	0.0023
Si	13.5805	13.5986	20.3804	-0.005	-0.001	0.0068
Si	16.3061	16.2999	20.3708	-0.0086	0.0045	0.007
Si	19.0214	2.7197	20.3566	-0.0037	-0.0052	0.0058
Si	16.3318	5.4458	20.3536	0.0026	-0.0039	0.0011
Si	19.0492	8.1508	20.3939	-0.0104	-0.0039	0.0045
Si	16.3285	10.8754	20.4168	0.0031	0.0015	0.0109
Si	19.029	13.5871	20.405	0.0084	0.0032	0.0061
Si	21.7343	16.3124	20.3995	0.0082	0.0111	-0.0014
Si	24.4726	2.7156	20.3812	-0.0043	-0.0024	-0.0029
Si	21.7498	5.4457	20.387	0.0039	-0.0136	-0.0017
Si	24.4914	8.1605	20.4101	-0.0052	-0.006	-0.0006
Si	21.7688	10.8569	20.4065	-0.0002	-0.0001	0.0109
Si	24.4783	13.5739	20.3942	0.0009	-0.0046	0.0036
Si	27.2066	16.3157	20.4076	-0.0002	0.0042	0.0026
Si	29.9305	2.7391	20.4058	0.0044	-0.001	-0.0005
Si	27.2047	5.4346	20.4054	-0.0027	-0.0011	0.0004
Si	29.9418	8.1561	20.4173	-0.0038	0.0001	0.0066
Si	27.2242	10.8593	20.4386	-0.0001	-0.0037	0.005
Si	29.9489	13.579	20.437	-0.0003	-0.008	0.0005
O	1.5153	15.4249	28.8482	0.1556	0.2873	0.1995
O	4.1702	6.9584	35.6161	0.5705	0.0548	-0.3919
O	3.7471	14.5294	35.4851	-0.1698	0.4078	-0.1746
O	22.705	1.3788	35.0301	-0.0697	0.4985	0.2249
O	9.4188	6.3875	28.4398	-0.2964	-0.2827	0.2116
O	5.5427	8.2478	27.5312	-0.1425	0.0092	0.1468
O	11.2522	2.4505	32.9745	-0.3778	-0.2346	-0.0632
O	3.4758	4.9075	30.481	0.2242	0.0151	0.3473
O	8.0507	8.0097	29.9634	-0.3085	-0.1847	0.09
O	13.4989	5.4525	27.564	0.1934	-0.0676	0.6585
O	2.9676	11.0668	27.6364	0.1516	-0.0724	0.456
O	26.1909	3.9562	35.7328	0.0282	0.1082	-0.6098
O	7.4833	4.2865	28.4182	0.5031	-0.095	0.1743
O	5.089	12.4627	28.3977	0.0136	-0.2798	0.1447
O	15.3714	7.2508	28.1204	0.0187	-0.113	-0.0015
O	8.5775	2.2136	37.5442	0.206	0.0367	-0.1866
O	9.5053	11.7965	28.6235	-0.0944	-0.5265	0.1244
O	10.8879	13.5533	27.4424	0.0945	-0.033	0.0845
O	11.8253	1.3743	29.5839	-0.2217	-0.1381	0.3397
O	14.8374	2.6668	28.3387	-0.4208	0.1811	0.2177
O	22.5096	14.7776	28.4701	-0.0293	0.347	0.3292
O	19.0228	16.1894	27.3931	0.0059	-0.1582	0.4327
O	19.0167	10.87	27.6607	-0.2192	0.1927	0.5834
O	18.7063	7.2023	32.9255	-0.1682	0.1735	0.4126
O	28.6991	3.8467	38.5102	0.0307	0.0711	-0.4846
O	15.7351	14.0689	33.2332	0.3551	-0.3347	-0.0715
O	19.0157	9.6567	33.8166	0.2514	0.0789	0.2034
O	31.5258	8.6759	32.5292	-0.0746	0.221	-0.4867
O	20.2869	16.7751	35.3907	0.2926	0.0258	0.3024
O	15.7692	4.72	29.8694	0.0914	0.2492	-0.3311
O	-0.7438	16.2924	37.8526	-0.1277	-0.2711	-0.0684
O	2.8062	4.7995	36.3699	-0.2012	0.1092	-0.1254
O	29.797	5.2773	27.5297	-0.018	-0.0431	0.0473
O	-0.0324	2.6981	27.5751	-0.1957	0.1498	0.4749
O	0.7595	12.7336	33.1347	-0.1492	-0.0976	-0.2641
O	0.0947	13.6827	27.572	0.3103	-0.0595	0.3798
O	0.9252	4.8485	38.2035	0.1116	0.0936	0.0915
O	6.2137	14.7833	28.6128	-0.3161	0.3531	0.3607
O	9.4702	12.0081	38.5569	0.1808	0.1838	-0.2991
O	1.1843	8.5825	31.201	0.3704	-0.1375	0.107
O	-1.2151	6.5386	38.5388	0.0356	-0.1998	-0.2489
O	15.4841	14.1338	30.5766	-0.4137	-0.2457	0.045
O	7.6442	9.7651	33.3664	0.1814	-0.2599	-0.0076
O	21.5571	5.7971	37.6746	0.1095	0.3926	-0.1473
O	22.9664	14.0406	33.5295	-0.1724	0.0735	0.5814
O	19.9937	16.1626	31.127	0.0705	0.0517	-0.4033
O	2.9952	7.4411	37.8455	0.0499	-0.673	0.0762
O	27.1995	13.5859	27.4483	-0.1416	0.1396	0.1847
O	10.2093	5.4403	37.7029	0.0539	-0.0121	-0.2231
O	28.1349	1.0229	32.8693	-0.1297	0.0892	0.1359
O	23.2329	3.878	38.4368	0.1086	-0.0028	-0.4259
O	-0.5292	6.591	31.1764	0.2417	-0.6954	0.1046
O	25.6785	6.5894	28.7964	-0.0963	0.1745	0.4721
O	15.9428	16.4559	37.6598	-0.2278	0.0742	-0.0032
O	1.3649	9.3017	38.6121	0.1336	0.0304	-0.384
O	25.2948	7.2445	31.8049	0.1159	0.4307	0.3723
O	15.8092	2.2308	30.7339	0.3706	-0.0462	0.3122
O	18.3838	2.5429	37.7608	-0.1469	-0.312	-0.1511
O	26.9766	5.6195	37.6236	-0.23	0.5452	-0.0285
O	7.3503	9.9566	28.2914	0.0178	0.5629	-0.0479
O	24.6063	12.066	33.0267	0.3323	-0.551	0.4211
O	11.0948	10.4126	37.4006	0.4183	0.0337	-0.2954
O	28.6624	14.4894	38.7233	-0.2141	0.0927	-0.0852
O	22.5485	2.8916	28.2317	0.2479	-0.162	0.0132
O	8.144	7.1194	37.5361	-0.4397	-0.2646	-0.3608
O	27.0896	1.9313	30.5454	-0.4955	-0.1287	-0.0471
O	3.7655	11.8961	35.5513	-0.118	-0.3026	-0.6416
O	19.07	5.0163	37.7322	0.1121	0.0925	0.5011
O	19.55	7.5325	37.3713	-0.0034	0.1127	-0.573
O	27.751	10.1972	37.8163	-0.2049	0.0065	-0.3452
O	16.5545	4.5137	37.5497	-0.1116	0.0373	-0.5587
O	17.7018	14.6879	38.4705	-0.2219	-0.1417	-0.1748
O	29.6398	5.3998	33.0474	0.1375	0.1702	-0.134
O	12.5539	9.3393	28.6677	-0.324	-0.3238	0.4946
O	5.1675	5.3226	37.4041	0.2356	0.0469	-0.1582
O	17.2171	14.8105	28.5989	0.1348	0.4319	0.5798
O	6.8498	3.8171	38.5759	0.1777	-0.1363	-0.3362
O	16.4332	10.0646	34.1819	0.0978	-0.5253	-0.2498
O	21.9269	8.238	27.6056	0.1341	0.112	0.1445
O	25.7207	6.436	35.4379	-0.3106	-0.2951	-0.1975
O	6.1015	15.7488	37.5936	0.213	0.1876	-0.186
O	9.8999	4.6406	33.0453	-0.3663	0.4262	-0.3335
O	4.3847	7.3415	31.1069	-0.2884	-0.2343	0.5367
O	27.4554	15.9525	35.03	-0.4521	-0.5165	-0.1207
O	5.2134	1.5614	30.6435	0.3974	-0.3749	-0.2595
O	-0.8949	12.2633	35.338	-0.3127	-0.1026	-0.2493
O	0.9542	2.058	32.7245	0.3695	-0.2529	0.2211
O	29.5029	1.0315	30.6721	0.0009	-0.2545	0.2653
O	19.8821	11.5012	31.0698	-0.1702	-0.6063	-0.4618
O	20.2709	1.7264	28.4738	-0.2095	-0.0678	0.1385
O	12.2661	15.1628	28.7868	-0.2222	-0.2207	0.6968
O	3.9039	6.5871	28.6019	-0.3516	-0.2047	0.2909
O	14.5243	8.4544	34.9013	0.2329	-0.4147	-0.1226
O	24.4166	13.9763	37.8083	0.012	0.0012	-0.5644
O	2.1999	2.599	37.6268	0.0562	-0.4901	-0.5508
O	3.3349	12.3167	32.4459	0.1221	-0.5704	0.1266
O	20.5541	8.6844	31.7929	-0.446	0.132	-0.3765
O	-1.0239	16.7437	32.8785	-0.3038	-0.1285	-0.3187
O	17.7354	9.3248	38.248	0.0739	-0.0966	-0.5499
O	7.0173	1.9109	35.4604	-0.4123	0.2367	0.2061
O	20.1492	5.5888	35.4637	0.0251	0.1924	-0.4542
O	12.2729	14.6064	38.4809	0.1743	-0.2178	-0.3307
O	26.0299	1.912	28.2264	-0.0329	-0.1907	0.1302
O	1.9148	13.7258	30.8378	0.0408	-0.2388	-0.1622
O	1.3884	9.5919	28.907	-0.4945	-0.4301	0.0902
O	24.3103	16.2733	33.3186	0.238	0.2959	-0.3786
O	1.2919	14.7515	38.5622	0.2595	0.1239	-0.2594
O	21.8445	11.2471	37.4652	-0.2335	-0.0443	-0.3624
O	13.5627	8.4646	37.4614	-0.2741	0.3014	-0.1312
O	22.5739	15.9754	37.8245	0.1268	0.3452	-0.3911
O	3.0807	13.1224	37.6713	0.359	-0.3146	0.11
O	30.6238	12.9053	28.7438	-0.0772	-0.5122	0.2607
O	12.1347	9.2704	31.5057	0.2294	0.0083	-0.5239
O	29.8862	5.4074	30.4445	-0.1618	-0.218	-0.4103
O	25.129	2.2922	37.585	-0.0959	-0.1322	-0.043
O	22.9974	6.522	32.9025	-0.0466	-0.5328	0.1348
O	13.8111	12.6324	37.6	-0.3833	-0.342	-0.0836
O	5.6556	16.1731	34.6157	-0.1381	0.0104	-0.1427
O	13.5732	1.9126	37.4749	-0.0735	-0.651	-0.1971
O	4.1465	17.3542	38.4398	-0.0034	0.0405	-0.416
O	12.1103	3.7864	38.4926	-0.0586	0.1278	-0.5408
O	29.9991	10.6292	36.5397	0.1211	-0.0688	-0.2524
O	10.4828	16.3311	37.6591	-0.087	0.5922	-0.0744
O	27.3391	7.7846	33.3395	0.2628	-0.146	0.2455
O	29.0247	15.0557	28.4448	-0.1273	0.6622	0.2728
O	25.9832	12.0048	38.5611	-0.0844	0.098	-0.4003
O	1.3265	11.2173	31.063	-0.7078	0.2241	-0.262
O	28.7227	9.7684	28.8208	0.0668	0.4408	0.0844
O	29.3819	16.3818	36.8574	0.1014	-0.1661	-0.1109
O	28.1473	3.4322	28.5228	0.1416	-0.1098	0.444
O	12.0817	7.0297	32.7621	-0.0197	0.0791	0.5922
O	12.1304	16.2822	33.2518	-0.1651	0.0207	-0.4082
O	21.9526	13.0913	30.5272	0.0376	0.3711	0.3728
O	22.1502	10.4148	30.6541	0.0914	-0.0353	-0.5242
O	30.5178	12.9422	37.6494	-0.157	0.2944	-0.4799
O	6.6138	1.6249	32.878	0.7324	-0.4479	-0.2386
O	13.0585	1.8341	34.8548	-0.1869	-0.2811	0.0966
O	27.5202	5.7936	31.5967	-0.4533	-0.2099	-0.2686
O	10.8081	8.1624	27.3362	0.1474	0.0058	0.0909
O	11.4888	4.5268	35.1201	0.1222	-0.1245	0.0917
O	15.1123	9.448	29.4751	0.1494	0.1924	0.5458
O	14.9906	6.4761	38.3696	-0.0596	0.0848	-0.1846
O	5.9113	11.6573	32.5852	0.4079	0.069	-0.1276
O	1.7293	4.2801	28.6378	0.1658	0.4299	-0.0677
O	31.4184	17.0587	35.4346	0.5266	0.3325	-0.0321
O	23.8428	9.8422	28.4868	0.2004	-0.3884	0.2756
O	3.4413	9.7516	30.6973	0.1075	0.5028	-0.0883
O	20.4526	17.3846	38.5028	0.1718	0.0941	-0.7096
O	5.4185	11.2588	37.5892	0.2709	0.4184	0.08
O	21.1493	1.2427	32.9854	0.0821	0.3283	-0.1204
O	22.8591	9.0963	32.9518	0.1713	0.3594	0.1359
O	5.1273	14.038	33.2888	0.3619	0.0831	-0.1566
O	13.8795	11.2116	27.8169	-0.6421	0.1083	-0.0516
O	29.0708	13.692	30.6993	0.1855	-0.1989	0.0844
O	2.7495	2.3548	30.1954	-0.504	-0.0075	-0.0288
O	8.112	16.3711	27.6728	0.155	0.0507	0.416
O	5.1175	13.4582	30.7778	-0.067	0.0783	0.1255
O	23.1675	9.3097	38.5399	-0.1861	0.0392	-0.0549
O	9.6374	11.4849	33.4074	-0.0566	0.152	0.12
O	18.6889	5.0887	28.1225	0.1164	0.5383	-0.241
O	27.6779	14.7348	32.6966	-0.2191	0.1737	-0.1412
O	-0.5173	8.8113	35.0423	0.1655	0.3054	0.2638
O	11.9965	11.7581	32.4179	0.152	0.3604	0.3426
O	6.7791	9.1987	38.4487	0.0894	0.0537	-0.2374
O	27.4127	10.3576	33.5552	-0.3572	0.5877	-0.0755
O	9.4266	6.1623	35.3105	-0.2038	0.3768	-0.6215
O	26.9067	15.9688	37.6289	-0.4191	-0.0654	-0.2544
O	10.0244	8.8075	32.9333	-0.0111	-0.0385	0.2801
O	17.4766	15.3335	31.4035	0.0608	0.0501	-0.6736
O	31.0339	15.3224	29.9825	0.3246	-0.209	0.4856
O	-0.2851	11.0753	37.6335	-0.0288	0.0311	-0.4858
O	29.7606	15.4929	34.0317	-0.0675	-0.5366	0.1244
O	23.8848	5.4912	30.506	-0.4981	-0.3043	0.2425
O	9.6233	2.0471	28.4129	-0.2542	0.299	0.3553
O	22.1462	13.7836	36.6375	-0.2776	0.1408	0.1639
O	31.5316	6.7061	28.6807	0.3631	0.1521	0.1996
O	30.0063	8.0272	30.3042	0.1854	0.137	0.0372
O	14.1054	10.2895	32.9726	0.3741	-0.1753	-0.2635
O	19.3314	13.7526	32.1341	0.4864	-0.1554	0.3891
O	12.1762	4.6398	31.6732	0.0109	-0.2868	-0.7052
O	20.6079	3.0473	34.7918	0.0867	0.0709	-0.0609
O	17.7593	11.6409	32.5852	-0.2808	-0.1519	-0.0138
O	22.5376	15.8029	31.5249	-0.0196	-0.1083	-0.3861
O	0.4157	3.6715	35.9905	-0.0523	-0.6369	-0.1959
O	1.9326	8.352	35.5784	-0.0931	0.6	-0.2219
O	29.0445	10.2509	31.4001	0.4136	0.0942	-0.2136
O	5.0577	9.2221	32.8417	-0.1162	-0.1352	0.5352
O	18.0693	11.8249	35.1818	-0.5221	0.0964	0.2715
O	16.4376	7.305	30.4081	0.5927	0.1903	0.4743
O	9.592	1.1082	35.433	0.361	0.0432	-0.3127
O	29.6232	8.2911	37.6783	0.0171	-0.3265	-0.1402
O	9.7848	12.6968	31.1075	0.0623	0.317	-0.0341
O	24.9312	7.8643	37.417	0.3878	-0.3512	0.016
O	15.857	12.6743	28.3991	-0.0233	0.023	0.0411
O	7.4638	13.5569	37.9668	-0.4272	-0.2867	-0.1584
O	24.6452	14.2025	31.5286	0.0163	0.385	-0.3095
O	17.6859	16.6732	35.7138	0.1438	0.2278	0.1211
O	17.7244	12.7545	30.217	-0.0301	-0.3993	-0.3092
O	8.4664	5.5159	30.6058	0.0262	-0.0481	0.6901
O	-0.5633	1.4333	30.548	0.0389	0.5794	-0.4116
O	25.2678	1.5731	35.0919	0.2913	0.031	-0.227
O	1.4729	13.2546	35.597	-0.0055	-0.0562	0.3765
O	13.6626	5.2025	33.7522	0.5109	-0.3846	-0.2403
O	13.644	1.9493	32.26	-0.1628	0.32	-0.074
O	8.4635	15.2934	36.317	-0.2563	-0.0774	-0.1788
O	14.3118	10.9569	35.5439	-0.7095	-0.2403	-0.0422
O	20.6273	12.8782	28.3242	-0.2193	0.0386	0.3684
O	15.4663	13.2421	35.6997	0.5173	0.0849	0.1019
O	28.7827	3.3822	31.7538	0.1783	-0.0643	-0.0154
O	29.9758	10.0975	33.8879	0.1725	0.3634	0.4186
O	24.079	15.5691	35.793	0.3446	-0.3327	-0.0631
O	14.3113	6.2054	31.4594	-0.0407	0.4489	-0.0431
O	17.2993	3.0162	28.5614	0.4941	-0.5971	0.0167
O	1.1742	4.1593	31.2541	-0.432	0.4062	-0.1393
O	5.8832	10.5456	35.0242	0.2337	0.1153	0.1255
O	10.4421	7.3207	30.7708	0.4356	-0.2123	0.0792
O	15.5548	1.9439	35.7913	0.5151	0.2357	-0.1166
O	0.0694	4.4598	33.5817	-0.2267	0.1305	-0.4798
O	16.0537	11.2723	37.5042	0.1528	-0.0944	-0.0746
O	20.6557	4.0522	29.6395	0.3975	0.1083	0.6293
O	30.7241	1.0434	28.3432	-0.3673	-0.0458	0.2242
O	27.1862	8.1761	27.5412	-0.0445	-0.1167	0.1529
O	22.9253	7.8932	30.6768	-0.2317	0.1249	-0.4811
O	27.4958	1.8606	36.434	0.4268	0.4367	-0.278
O	23.1039	11.8658	35.1567	0.3901	-0.473	0.1407
O	30.6006	2.2301	37.6022	0.0876	0.4288	-0.1154
O	3.3657	16.0426	30.5667	0.4149	-0.2042	0.2703
O	25.6246	8.9925	35.0296	-0.2215	0.3135	-0.192
O	15.3496	16.377	32.2753	0.2507	0.0004	0.3204
O	0.9037	7.2767	33.3753	0.2293	-0.208	-0.118
O	30.7502	4.9647	35.3194	-0.1609	-0.1978	0.2012
O	21.9023	11.809	32.817	-0.5177	-0.2894	0.2902
O	19.1646	4.6262	33.183	0.1161	-0.3077	-0.1413
O	1.0305	15.9941	31.5146	-0.0412	-0.1432	0.2342
O	12.9736	6.5272	35.9069	-0.0339	-0.1204	0.0053
O	5.9324	5.5674	30.0079	0.276	0.3621	0.041
O	4.041	9.4434	36.5188	0.106	-0.0871	0.0461
O	28.1406	8.8924	35.6354	-0.0857	-0.2215	-0.1708
O	13.5246	16.9205	27.6037	-0.3436	-0.4217	-0.5927
O	24.1023	4.9114	27.8906	0.2599	0.452	-0.1688
O	6.3005	13.9325	35.6816	-0.0015	-0.693	-0.0402
O	25.7188	11.6406	28.2674	0.2243	-0.06	0.3748
O	18.7996	15.9814	33.4697	-0.0032	0.235	-0.1447
O	8.3817	10.5317	30.6041	-0.0069	-0.0292	0.692
O	15.2272	15.7728	35.2092	-0.1574	0.1982	-0.283
O	11.6957	3.704	28.3906	-0.1685	0.0327	0.1741
O	2.6536	3.8577	33.5044	-0.0849	0.1189	0.1788
O	5.0168	3.6155	32.3537	-0.3373	0.561	-0.4338
O	13.5284	11.142	30.4677	-0.1013	0.4604	-0.1353
O	11.0057	15.1896	35.3839	-0.0676	-0.4084	0.0532
O	7.134	3.3115	30.8615	0.5952	-0.0545	0.2403
O	10.3	3.2544	30.646	-0.6477	-0.0991	-0.065
O	25.8805	4.0786	29.6821	0.1748	-0.1377	0.2696
O	10.4853	7.937	37.0274	0.5124	-0.1656	0.2083
O	20.534	6.5984	28.8314	0.1347	0.1604	0.3466
O	26.7706	12.6314	31.4835	0.2083	-0.558	-0.3344
O	5.9528	9.4346	30.4322	-0.3512	0.1999	0.0122
O	23.3712	7.7115	35.2637	-0.5009	-0.1955	0.5252
O	24.4313	16.3232	27.5608	-0.1174	0.0043	0.6074
O	18.9947	5.6713	30.7611	-0.1901	0.295	0.1223
O	21.7779	1.8085	30.5458	0.3708	-0.1	0.0133
O	0.303	6.2612	35.618	-0.2302	0.0089	0.6071
O	5.4922	2.7993	27.5553	0.0875	0.1038	0.5497
O	18.9816	14.376	35.5098	0.0333	0.0535	0.1573
O	20.5476	12.2173	35.4014	0.118	-0.3818	-0.755
O	20.9659	7.8554	34.2048	-0.2375	-0.3334	0.6119
O	3.9297	0.9032	28.3753	-0.3255	-0.7017	-0.0902
O	27.4421	8.3098	30.7301	-0.5034	0.2324	-0.4285
O	19.1083	12.7262	37.5084	0.0888	-0.5161	0.0575
O	8.9798	3.6349	35.3134	-0.0823	0.0341	-0.2258
O	13.9233	4.0442	36.0285	0.415	0.397	0.49
O	4.8624	4.665	34.7779	0.3525	0.1673	-0.1929
O	7.4269	12.8309	29.787	0.1635	0.0135	0.0044
O	30.0731	7.4428	34.4716	-0.0336	-0.0078	0.3113
O	-0.4162	14.6951	34.4672	0.1998	0.1129	0.1132
O	4.5336	2.1428	34.4293	-0.6172	-0.2609	0.1858
O	17.4381	8.9065	28.508	0.1628	-0.1869	0.4879
O	10.898	13.9135	33.165	-0.3355	0.3423	-0.1393
O	28.2348	5.6512	35.3078	0.0218	0.1094	-0.3
O	28.9444	12.376	32.9329	0.1421	0.283	0.5765
O	16.8314	5.4819	32.184	-0.0005	-0.2001	0.2532
O	9.5144	9.7331	35.3158	-0.3251	0.1758	0.0413
O	18.1852	3.8824	35.5098	-0.36	-0.2423	-0.2276
O	12.0764	9.0293	35.3612	0.0016	0.3377	-0.4829
O	23.1881	12.3072	28.3585	-0.141	-0.0057	-0.4443
O	24.5548	11.6488	30.5148	0.0496	-0.367	0.4293
O	13.2947	14.1986	34.3737	-0.0829	-0.1501	-0.0236
O	14.0788	16.6523	30.1382	0.1374	-0.3883	0.0157

Results
total energy: -218738.421 eV
total energy less fixed offsets of O -438.35, Si -107.03 eV per atom: -19.701 eV
